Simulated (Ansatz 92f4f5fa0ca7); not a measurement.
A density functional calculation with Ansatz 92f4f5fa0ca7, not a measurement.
Periodic cell of 250 atoms, Si166O84, from a study of silicon, its oxide and their interface. The atomic structure is a simulated model.
Doubt: the cutoff is far below the 930 eV that the study's wrapper takes by default for these files, so forces and energies are approximate.

Settings
functional: PBE
potential files: Ansatz PAW
basis: plane waves
wave-function cutoff: 580 eV
density cutoff ratio: 5
exchange-correlation grid ratio: 1
k mesh: 1 x 1 x 1, Gamma-centred
self-consistency stop: 5e-08 eV per atom in the density residual
occupations: fixed
spin: none
net charge: 0

Cell vectors (angstrom)
a, 10.938, 0, 0
b, 0, 10.938, 0
c, 0, 0, 37.276

Atoms: element, x, y, z (angstrom)
Si, 0, 0, 0.683
Si, 5.469, 0, 0.683
Si, 2.7345, 2.7345, 0.683
Si, 8.2035, 2.7345, 0.683
Si, 0, 5.469, 0.683
Si, 5.469, 5.469, 0.683
Si, 2.7345, 8.2035, 0.683
Si, 8.2035, 8.2035, 0.683
Si, 1.3673, 1.3673, 2.0503
Si, 6.8362, 1.3673, 2.0503
Si, 4.1018, 4.1018, 2.0503
Si, 9.5708, 4.1018, 2.0503
Si, 1.3673, 6.8362, 2.0503
Si, 6.8362, 6.8362, 2.0503
Si, 4.1018, 9.5708, 2.0503
Si, 9.5708, 9.5708, 2.0503
Si, 2.7345, 0, 35.2245
Si, 8.2035, 0, 35.2245
Si, 0, 2.7345, 35.2245
Si, 5.469, 2.7345, 35.2245
Si, 2.7345, 5.469, 35.2245
Si, 8.2035, 5.469, 35.2245
Si, 0, 8.2035, 35.2245
Si, 5.469, 8.2035, 35.2245
Si, 4.1018, 1.3673, 36.5917
Si, 9.5708, 1.3673, 36.5917
Si, 1.3673, 4.1018, 36.5917
Si, 6.8362, 4.1018, 36.5917
Si, 4.1018, 6.8362, 36.5917
Si, 9.5708, 6.8362, 36.5917
Si, 1.3673, 9.5708, 36.5917
Si, 6.8362, 9.5708, 36.5917
Si, 0.0234, 0.108, 27.1263
Si, 5.9972, -0.4385, 27.4202
Si, 2.0003, 3.3985, 27.135
Si, 8.5339, 2.2727, 27.0591
Si, 0.4058, 5.1219, 27.2968
Si, 4.7099, 6.2314, 27.0108
Si, 3.0523, 7.9188, 27.1665
Si, 7.6712, 8.87, 27.114
Si, 1.3949, 1.4789, 28.415
Si, 6.9094, 1.3722, 28.5048
Si, 3.9806, 4.2623, 28.1751
Si, 9.5149, 4.0928, 28.3277
Si, 1.3761, 6.8928, 28.4631
Si, 6.6967, 6.9766, 28.1929
Si, 4.1356, 9.5588, 28.4914
Si, 9.5751, 9.5645, 28.3477
Si, 2.7778, 0.0948, 29.7564
Si, 8.2972, 0.0091, 29.8467
Si, -0.0497, 2.7642, 29.7889
Si, 5.4052, 2.8437, 29.6069
Si, 2.7423, 5.4866, 29.7985
Si, 8.0962, 5.5326, 29.5864
Si, -0.0609, 8.2133, 29.759
Si, 5.4928, 8.1835, 29.8503
Si, 4.1403, 1.4556, 31.0981
Si, 9.5939, 1.3943, 31.219
Si, 1.3493, 4.1201, 31.1475
Si, 6.7948, 4.1515, 31.0244
Si, 4.1041, 6.8327, 31.1951
Si, 9.5061, 6.8159, 31.07
Si, 1.356, 9.6158, 31.0805
Si, 6.8749, 9.5823, 31.1681
Si, 0.0248, 0.0047, 32.5258
Si, 5.4784, 0.0402, 32.4805
Si, 2.7354, 2.752, 32.498
Si, 8.1621, 2.7873, 32.467
Si, -0.0361, 5.4892, 32.4789
Si, 5.4844, 5.4607, 32.5083
Si, 2.7105, 8.2396, 32.4851
Si, 8.2147, 8.1905, 32.5091
Si, 1.3855, 1.3767, 33.8713
Si, 6.8425, 1.3902, 33.8552
Si, 4.1068, 4.1035, 33.8648
Si, 9.5569, 4.1097, 33.8522
Si, 1.3558, 6.8465, 33.8471
Si, 6.8412, 6.8336, 33.8686
Si, 4.1065, 9.5906, 33.8458
Si, 9.5814, 9.567, 33.865
Si, 2.7302, -0.0121, 3.4123
Si, 8.1923, -0.0061, 3.4108
Si, -0.0103, 2.7301, 3.404
Si, 5.4741, 2.7302, 3.4111
Si, 2.7391, 5.4693, 3.413
Si, 8.1995, 5.4522, 3.4238
Si, -0.0096, 8.1857, 3.3994
Si, 5.4659, 8.1958, 3.4042
Si, 4.1327, 1.3334, 4.7616
Si, 9.5742, 1.3462, 4.7692
Si, 1.339, 4.1177, 4.7552
Si, 6.8343, 4.0809, 4.8031
Si, 4.1491, 6.7941, 4.7797
Si, 9.5966, 6.8032, 4.7746
Si, 1.343, 9.5516, 4.7597
Si, 6.8177, 9.5654, 4.77
Si, -0.0304, -0.041, 6.1493
Si, 5.463, -0.0339, 6.183
Si, 2.7342, 2.728, 6.0311
Si, 8.2015, 2.6841, 6.1647
Si, -0.0037, 5.4455, 6.194
Si, 5.5158, 5.4612, 6.2195
Si, 2.7249, 8.1563, 6.0751
Si, 8.2166, 8.1913, 6.0683
Si, 1.3956, 1.3807, 7.4035
Si, 6.8807, 1.2862, 7.5831
Si, 4.0554, 4.0282, 7.4653
Si, 9.5426, 4.0558, 7.5579
Si, 1.426, 6.8266, 7.527
Si, 6.9574, 6.884, 7.5504
Si, 4.0099, 9.5276, 7.4856
Si, 9.4967, 9.519, 7.4972
Si, 2.719, 0.1004, 8.8663
Si, 8.2835, -0.0628, 9.0128
Si, 0.0458, 2.6616, 8.8018
Si, 5.4262, 2.6673, 8.8312
Si, 2.739, 5.3682, 8.9311
Si, 8.2309, 5.4221, 9.0035
Si, 0.0982, 8.3119, 8.7828
Si, 5.3913, 8.152, 8.7792
Si, 4.2324, 1.2285, 10.2549
Si, 10.089, 0.9304, 10.1036
Si, 1.2694, 3.9875, 10.2759
Si, 6.3073, 4.5092, 9.9949
Si, 4.6217, 6.2935, 10.0012
Si, 9.8377, 6.0509, 10.6791
Si, 0.8434, 10.1733, 9.995
Si, 6.0409, 9.5397, 10.5606
O, 9.279, 6.4293, 12.18
O, 1.924, 3.1154, 11.5383
O, 5.1524, 10.8857, 10.8491
O, 7.6198, 9.9831, 10.3091
O, 9.72, 1.3801, 11.7017
O, 6.7631, 4.0462, 11.5587
O, 10.5374, 7.4011, 10.082
O, 0.08, 4.9221, 10.9587
O, 1.7902, 3.3257, 25.4332
O, 7.9692, 8.9646, 25.4492
O, 11.7444, -0.3847, 25.7269
O, 2.4675, 8.4715, 25.6566
O, 0.1248, 5.4019, 25.6486
O, 4.8601, 6.1334, 25.3418
O, 7.9648, 2.3131, 25.4775
O, 9.7839, 1.2134, 26.7819
Si, 0.8517, 8.5325, 18.5189
Si, 2.2319, 10.003, 25.1227
Si, 7.832, -0.5337, 21.3658
Si, 6.061, 2.5922, 15.2666
Si, 0.4418, 3.1992, 15.1115
Si, 4.9014, 7.2024, 12.1561
Si, -2.9259, 0.3407, 15.2382
Si, 12.596, 5.6645, 22.3846
Si, 11.6993, 9.6677, 12.2547
Si, 9.2277, 17.9195, 17.6283
Si, 7.2, 3.3936, 22.1522
Si, 13.8571, -0.4663, 17.1913
Si, 4.3866, -2.8557, 16.1124
Si, -1.8944, 2.0883, 24.2525
Si, 8.1182, 7.6845, 20.3638
Si, 9.5722, 7.5845, 13.2978
Si, 4.6052, 2.4548, 23.6616
Si, -0.0141, 8.2316, 21.4894
Si, 6.4139, 1.7503, 20.0253
Si, 5.0633, 10.8688, 25.3489
Si, -3.0333, 2.1989, 17.5024
Si, 3.0007, 7.7449, 13.3988
Si, 10.178, 0.9874, 13.2192
Si, 11.4597, 4.1175, 24.6908
Si, 0.8983, 6.1066, 14.7121
Si, 7.0375, -2.0254, 24.1091
Si, 13.4825, 6.2209, 17.4921
Si, 3.387, 2.4818, 12.0103
Si, 6.6647, 6.2878, 22.5284
Si, 10.2492, 14.9721, 17.8911
Si, 4.2514, 5.4226, 24.0184
Si, 7.4519, 8.2636, 15.3795
Si, 10.3619, 10.9985, 22.5752
Si, 3.3371, 1.367, 19.7552
Si, 3.1415, 12.6016, 14.9405
Si, 5.7455, 4.4122, 12.7888
Si, 2.3576, 11.5078, 22.4599
Si, 1.8669, 15.1018, 19.5864
O, 1.997, 2.7795, 15.1481
O, 6.8314, 7.0102, 21.0877
O, 7.8158, -1.6603, 20.1787
O, 7.0135, 7.3316, 23.7176
O, -0.1709, 9.4064, 22.6142
O, 8.129, 8.0085, 13.9246
O, 12.4649, 6.1254, 16.2178
O, 1.513, 9.7582, 17.6617
O, 10.9514, 14.1646, 16.6755
O, -1.2929, 11.5225, 23.9544
O, -4.2395, 1.1764, 14.7345
O, 2.2984, 2.6137, 19.7855
O, -5.7926, 5.7817, 22.7057
O, 0.9927, 7.1036, 22.0505
O, 1.9057, 7.2923, 18.5442
O, 8.6769, 1.1657, 16.4924
O, 11.7072, 22.8336, 22.2958
O, 8.3001, 6.9328, 18.957
O, 15.76, 12.9373, 19.9201
O, 5.7055, 2.9141, 22.5649
O, 7.0627, 1.334, 18.594
O, 11.6121, 4.6144, 23.1396
O, 11.5562, 0.1007, 13.1536
O, 7.5829, 4.9344, 22.5388
O, 5.6593, 6.0259, 13.0436
O, 8.9308, 3.1745, 18.2847
O, 4.1505, 9.3869, 17.0776
O, 21.2639, 8.8258, 12.5488
O, 7.5788, -1.1106, 15.796
O, 5.8695, 7.9152, 15.4909
O, 9.8474, -5.4254, 17.3658
O, 2.7634, 11.2337, 15.7499
O, 14.2418, 1.4759, 13.3218
O, 2.6995, 4.8263, 18.3279
O, 2.407, -0.7183, 23.4847
O, 9.4756, 18.4412, 21.2601
O, 6.8377, 3.0786, 16.6191
O, 10.2507, 3.0687, 24.632
O, 10.3967, 8.1096, 17.7837
O, 7.6384, 9.7247, 22.8301
O, 2.9571, 11.2346, 20.9527
O, 0.5338, 8.8969, 20.0871
O, -0.3456, -3.7914, 14.5192
O, 10.4523, 2.2467, 14.1964
O, 0.2822, 4.6489, 14.4204
O, 8.3237, 2.4901, 22.8597
O, 4.002, 6.7194, 16.9436
O, 9.2922, 0.215, 21.3355
O, 3.3577, 8.3268, 14.8773
O, 11.2127, 4.1766, 19.1987
O, 8.2412, 7.3278, 16.4188
O, 2.1398, 4.9925, 20.9708
O, 4.2341, 3.8407, 24.4107
O, 7.1899, 14.0434, 20.5415
O, 6.6376, 0.515, 21.0678
O, -1.9242, 0.1357, 13.9837
O, -6.4409, 2.3118, 15.5842
O, 2.1353, 8.8939, 12.6402
O, 5.8799, 8.5454, 11.8875
O, 4.2618, 3.8191, 12.4137
O, 3.4584, 10.8982, 25.7314
O, 5.3415, 12.2951, 24.6033
O, 2.0631, 6.4139, 13.6042
O, 3.3015, 11.5545, 18.3276
O, 5.5525, -1.3575, 24.4138
O, 14.1804, 1.8219, 23.0257
O, 6.2915, 14.685, 14.1596
O, 2.8038, 5.9484, 23.511

Results
free energy: -153300.150 eV
free energy less fixed offsets of O -568.88, Si -635.61 eV per atom: -2.970 eV

Forces (eV/angstrom), in the order of the atoms: element, x, y, z
Si, 0.0156, 0.0022, -0.0011
Si, -0.0109, 0.0279, 0.0199
Si, 0.0273, -0.0212, -0.0188
Si, 0.0011, 0.001, -0.0308
Si, 0.0301, -0.0075, 0.0144
Si, 0.0279, -0.0133, -0.009
Si, -0.0033, 0.0164, -0.0223
Si, 0.0428, -0.0049, -0.023
Si, 0.0287, -0.0042, -0.0189
Si, 0.0696, 0.0293, -0.1051
Si, -0.0351, -0.0513, -0.0294
Si, -0.1025, -0.0541, -0.1016
Si, 0.1178, 0.0258, -0.1104
Si, 0.0673, -0.0386, -0.0042
Si, -0.0776, -0.1014, -0.0866
Si, -0.0912, -0.0563, -0.0585
Si, 0.0965, 0.036, 0.1035
Si, 0.0331, 0.0636, -0.0715
Si, -0.0622, 0.0396, -0.0635
Si, -0.0449, -0.0183, 0.099
Si, -0.0429, 0.0611, -0.0908
Si, 0.0256, 0.0172, 0.1322
Si, 0.0197, -0.0162, 0.1198
Si, -0.0345, 0.0646, -0.084
Si, 0.0143, -0.0336, 0.0144
Si, 0.0014, -0.0076, 0.0112
Si, -0.0537, 0.0246, -0.0004
Si, -0.008, -0.0153, -0.0047
Si, -0.0559, 0.0503, -0.0048
Si, 0.0033, 0.0037, 0.0109
Si, 0.0093, -0.0323, -0.0072
Si, -0.0426, 0.0041, -0.0019
Si, -0.053, 0.2007, -0.2692
Si, -0.2973, 0.1253, -0.0858
Si, 0.3401, -0.2016, -0.401
Si, 0.0528, -0.1224, -0.3372
Si, -0.4146, 0.3989, -0.0151
Si, 0.5441, -0.3402, -0.2022
Si, -0.5254, 0.5476, -0.2507
Si, 0.2413, 0.044, -0.342
Si, 0.1764, -0.0082, 0.0894
Si, 0.0372, 0.0715, 0.0573
Si, 0.0456, -0.1213, 0.0391
Si, -0.0281, -0.0916, 0.0143
Si, 0.0238, -0.0293, 0.1047
Si, -0.0258, -0.2309, 0.0461
Si, 0.0358, 0.0011, 0.2748
Si, -0.0131, 0.0376, 0.1302
Si, -0.0287, -0.1453, -0.1613
Si, 0.0251, 0.0927, 0.0879
Si, -0.1215, -0.102, 0.2028
Si, 0.0325, 0.037, -0.1213
Si, -0.0584, 0.1169, 0.1897
Si, 0.0015, -0.0229, -0.1641
Si, 0.1336, -0.0004, -0.0791
Si, -0.2658, 0.1267, 0.0629
Si, -0.0279, -0.0889, -0.0124
Si, 0.0387, 0.0338, -0.1123
Si, 0.0128, -0.0025, -0.1315
Si, -0.0123, 0.0653, 0.0315
Si, 0.072, -0.0679, -0.0735
Si, -0.0113, -0.0032, -0.0116
Si, -0.0169, 0.0721, 0.0092
Si, -0.0547, -0.0125, -0.0806
Si, 0.0031, 0.0291, 0.0009
Si, 0.0791, 0.0271, -0.0402
Si, -0.0382, 0.0283, -0.0478
Si, 0.0289, -0.0589, -0.057
Si, 0.0061, -0.0597, -0.032
Si, -0.0972, 0.0159, -0.0085
Si, 0.056, -0.0334, -0.0538
Si, -0.0191, 0.0426, -0.0257
Si, 0.0192, -0.0256, -0.0075
Si, -0.0265, -0.0119, 0.0051
Si, 0.0199, -0.0216, 0.0133
Si, 0.0214, 0.0085, -0.0105
Si, -0.023, 0.0323, -0.0113
Si, 0.0282, -0.0037, -0.0071
Si, -0.0453, 0.0201, -0.025
Si, -0.0069, -0.0135, -0.0066
Si, 0.0061, -0.0149, 0.0289
Si, -0.0028, 0.0076, 0.0158
Si, -0.0053, 0.0055, 0.0435
Si, -0.0051, -0.0047, 0.015
Si, -0.0299, 0.0023, 0.0061
Si, 0.0337, -0.013, 0.0211
Si, 0.0234, 0.0171, -0.0076
Si, -0.0075, 0.0115, 0.034
Si, -0.0267, 0.0371, -0.0118
Si, -0.0387, 0.0067, 0.1178
Si, 0.0635, -0.0343, 0.0064
Si, 0.0185, -0.0268, 0.1152
Si, 0.0141, 0.0929, 0.0911
Si, -0.0177, 0.018, -0.0408
Si, -0.0377, -0.0662, 0.0274
Si, -0.01, -0.0492, -0.0432
Si, 0.1886, 0.0549, 0.0303
Si, 0.0069, 0.0013, 0.0968
Si, -0.0364, -0.0056, 0.0159
Si, 0.06, -0.0192, 0.0133
Si, -0.04, 0.0258, 0.1021
Si, -0.0042, -0.0273, 0.0776
Si, 0.0137, 0.0901, 0.0387
Si, -0.0866, -0.0301, 0.0313
Si, 0.126, -0.0532, -0.1654
Si, -0.0875, -0.0065, 0.1063
Si, -0.0573, 0.036, -0.046
Si, -0.0491, 0.0428, -0.0243
Si, 0.0858, -0.0944, 0.0041
Si, 0.0813, 0.0196, -0.0687
Si, -0.1244, 0.1614, 0.0549
Si, -0.0194, -0.0762, -0.1994
Si, -0.1999, -0.1886, -0.1721
Si, -0.0967, -0.1592, 0.3625
Si, -0.1148, -0.0905, -0.0288
Si, 0.096, 0.1906, -0.1191
Si, -0.0274, -0.0849, 0.1952
Si, -0.078, -0.0682, -0.1357
Si, 0.0757, -0.0616, 0.3651
Si, 0.0454, -0.0917, -0.0375
Si, 0.3616, -0.6292, -0.2844
Si, -0.0815, 0.2939, 0.3831
Si, -0.2113, 0.3138, 0.1359
Si, 0.4515, -0.1264, -0.0855
Si, -0.1726, -0.0987, -0.1791
Si, 0.1829, 0.0188, 0.2517
Si, 0.2092, 0.1986, -0.0629
Si, 0.321, -0.4063, 0.1605
O, -0.0913, -0.1345, -0.0779
O, 0.2359, -0.1015, -0.2377
O, -0.0447, 0.3104, -0.031
O, -0.2692, 0.2564, -0.4806
O, 0.1287, -0.0651, -0.4321
O, -0.3028, 0.278, -0.0874
O, -0.1942, -0.0838, -0.2819
O, -0.2251, 0.1693, -0.2054
O, -0.1055, 0.0836, 0.2451
O, 0.0212, -0.0644, 0.3986
O, -0.0657, -0.0439, 0.2372
O, 0.2226, -0.292, 0.2552
O, 0.2007, -0.1589, 0.2757
O, -0.0579, 0.1622, 0.4063
O, -0.0414, 0.0193, 0.4035
O, -0.1034, 0.0376, 0.0647
Si, -0.0699, 0.0756, 0.0561
Si, 0.0215, 0.0569, -0.1536
Si, 0.0754, 0.1338, -0.3962
Si, 0.1391, -0.2719, 0.2326
Si, -0.0402, 0.0085, 0.0939
Si, 0.0799, 0.3127, -0.2296
Si, -0.0461, 0.1019, 0.1365
Si, 0.0488, 0.1606, -0.2423
Si, -0.0195, -0.2061, -0.0541
Si, -0.0123, 0.0717, 0.1325
Si, -0.0013, 0.2129, -0.2266
Si, 0.0515, -0.0328, 0.1566
Si, 0.027, 0.1016, 0.2292
Si, -0.0564, -0.0528, -0.2272
Si, 0.0281, 0.0976, 0.0004
Si, 0.2202, 0.2292, 0.092
Si, 0.1268, -0.0253, -0.346
Si, -0.0827, -0.0671, -0.1336
Si, 0.0421, 0.0244, -0.0982
Si, 0.3828, 0.0597, 0.2666
Si, -0.0642, -0.0555, 0.004
Si, 0.0024, 0.0787, -0.0891
Si, 0.0075, -0.0593, 0.3864
Si, 0.0332, 0.0238, -0.3448
Si, -0.0399, -0.0871, 0.1343
Si, -0.1125, -0.0152, -0.3308
Si, 0.0092, 0.0211, 0.0371
Si, -0.4015, 0.1442, 0.5181
Si, 0.1564, -0.1389, -0.3027
Si, -0.077, -0.0832, 0.0693
Si, -0.0218, -0.0245, -0.4074
Si, 0.086, 0.2351, 0.3578
Si, -0.0578, 0.0091, -0.3243
Si, 0.1262, 0.0155, 0.0433
Si, 0.1037, 0.1633, 0.4623
Si, 0.198, -0.2264, 0.4667
Si, -0.1032, 0.1861, -0.3623
Si, -0.052, -0.0284, -0.0084
O, 0.002, -0.0171, -0.0634
O, -0.0364, -0.0045, 0.0766
O, -0.028, -0.0167, 0.0714
O, 0.006, 0.0744, 0.1522
O, -0.0018, 0.0877, 0.1906
O, 0.0049, -0.0616, -0.231
O, -0.0106, -0.0062, -0.0995
O, 0.0289, 0.0236, -0.0633
O, 0.0303, -0.0333, -0.0986
O, -0.0472, 0.0646, 0.1094
O, -0.0179, 0.0741, -0.0397
O, -0.0316, 0.0294, 0.0076
O, -0.1338, -0.0097, 0.171
O, 0.0524, -0.0714, 0.1054
O, 0.0627, -0.0397, 0.0036
O, 0.014, -0.0273, -0.0094
O, 0.0563, -0.0165, 0.1636
O, -0.03, -0.0412, -0.0034
O, -0.0577, 0.0092, 0.0019
O, -0.2047, -0.0858, 0.0991
O, 0.0094, 0.0125, 0.0091
O, -0.0523, -0.2511, 0.2991
O, 0.0421, -0.0303, -0.1159
O, -0.0371, 0.0287, 0.0885
O, 0.0732, -0.019, -0.0566
O, 0.0196, 0.014, 0.0176
O, -0.0074, -0.0522, 0.0165
O, -0.0743, -0.0615, 0.0437
O, 0.0148, -0.0758, -0.0532
O, 0.0033, -0.0837, -0.0957
O, 0.0197, 0.0279, -0.0283
O, -0.0826, 0.0042, -0.1398
O, 0.043, 0.0328, -0.3987
O, 0.029, 0.038, -0.0596
O, -0.085, -0.2061, 0.3736
O, 0.053, -0.005, 0.0455
O, -0.0456, 0.0135, -0.1231
O, 0.1306, 0.0749, 0.029
O, 0.0302, 0.0029, -0.045
O, -0.0445, -0.0984, 0.323
O, -0.006, -0.0416, 0.0902
O, 0.0417, 0.0233, -0.0267
O, -0.1001, 0.0082, -0.0819
O, 0.002, 0.032, -0.1505
O, 0.0057, -0.0291, -0.1056
O, 0.1667, -0.137, 0.2088
O, 0.0286, 0.0323, -0.0248
O, 0.0333, -0.0346, 0.1389
O, -0.0259, -0.0189, 0.0182
O, 0.021, 0.0235, 0.0462
O, -0.0416, -0.0396, -0.1113
O, 0.0147, -0.029, 0.0758
O, -0.0345, 0.0496, 0.147
O, -0.0497, -0.0318, 0.1426
O, -0.0423, -0.0941, 0.1295
O, 0.0489, 0.0472, -0.1751
O, -0.1261, 0.0276, -0.13
O, 0.0247, 0.0598, 0.0056
O, -0.1689, -0.1595, 0.1123
O, 0.0248, -0.0159, -0.0377
O, 0.0125, 0.0219, -0.0479
O, -0.0362, -0.1402, 0.1175
O, 0.0441, -0.0509, -0.0532
O, -0.0144, -0.0355, -0.067
O, -0.0619, -0.0082, 0.0019
O, -0.0216, 0.0667, 0.1178
O, -0.0538, 0.1867, -0.2297
O, -0.0228, 0.0004, 0.1886

The program warned: the cutoff lies below the one the program advises for these potential files; the forces do not sum to zero within the program's tolerance; the exchange-correlation potential is rough where the density is thin.
